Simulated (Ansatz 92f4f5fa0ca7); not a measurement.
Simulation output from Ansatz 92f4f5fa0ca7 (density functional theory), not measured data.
Periodic cell of 168 atoms, Si98O70, from a study of silicon, its oxide and their interface. The atomic structure is a simulated model.

Settings: functional r2SCAN; potential files Ansatz norm-conserving; basis plane waves; wave-function cutoff 1300 eV; density cutoff ratio 4; exchange-correlation grid ratio 1; k mesh 2 x 2 x 1, shifted by 0.5 0.5 0.5 of a step; self-consistency stop 5e-08 eV per atom in the density residual; occupations Fermi-Dirac, 0.05 eV; spin none; net charge 0.

Cell vectors (angstrom)
a 11.5998 -0.1128 0.0784
b -0.1128 11.6822 0.0386
c 0.1418 0.0699 20.9936

Atoms: element, x, y, z (angstrom)
Si -0.0078 -0.8853 -0.7473
Si 0.1486 4.2066 -0.2912
Si 0.1317 6.613 -0.5247
Si 3.6893 0.8585 0.4741
Si 3.347 3.5044 -0.3015
Si 2.9868 9.0394 0.4636
Si 7.0294 -0.9198 -0.0882
Si 7.6017 4.9246 -0.7488
Si 7.0681 7.4426 0.9484
Si 1.1738 -0.0887 1.6115
Si 1.8903 3.9329 1.5529
Si 1.0587 7.4213 1.4209
Si 5.6931 0.2686 1.5081
Si 5.4543 4.0298 0.8919
Si 4.5657 7.7506 1.7437
Si 9.9035 -0.5186 1.1863
Si 9.8646 3.9382 1.3308
Si 9.9693 7.24 1.2196
Si 2.1323 1.9359 2.5182
Si 1.846 5.8238 2.8876
Si 1.2828 9.5086 2.5624
Si 5.9086 2.1939 2.7041
Si 6.2901 5.6547 2.4235
Si 5.4078 9.7826 2.76
Si 10.0583 1.4563 2.4437
Si 9.6959 5.6982 3.0848
Si 9.5256 9.3256 2.7651
Si 0.0928 1.9002 3.9085
Si 0.0241 5.6769 4.3248
Si -0.4953 9.6962 4.2545
Si 4.1418 1.5302 4.1153
Si 3.8972 5.7138 4.0443
Si 3.3175 8.8502 3.955
Si 8.1922 1.7878 4.0369
Si 7.8582 5.6909 4.1265
Si 7.5509 9.6007 3.7531
Si -0.0865 -0.0477 5.5301
Si 0.0872 3.8007 5.6167
Si -0.1587 7.6021 5.6246
Si 3.6526 -0.5648 4.9573
Si 4.0399 3.6172 5.2972
Si 3.4844 7.528 5.7131
Si 7.6233 -0.167 5.2456
Si 8.0378 3.8166 5.395
Si 7.5084 7.6845 5.31
Si 2.1609 -0.0531 7.0346
Si 2.1087 3.7376 6.4775
Si 1.5982 7.5676 6.9425
Si 5.7491 -0.4543 6.3427
Si 6.0222 3.8599 6.5878
Si 5.6555 7.5131 6.9064
Si 9.3419 -0.2827 6.9182
Si 9.8169 3.7244 7.1208
Si 9.3411 7.531 6.7695
Si 1.9189 2.1862 8.3043
Si 2.0038 5.5139 8.0415
Si 1.5639 9.9178 8.5944
Si 5.9584 1.6905 7.8633
Si 5.8685 5.5183 8.1085
Si 5.4123 9.2628 8.2871
Si 9.6309 1.743 8.1893
Si 9.6491 5.5544 8.9528
Si 9.3384 9.5561 8.3449
Si -0.6418 1.8578 9.8432
Si -0.0335 5.7171 10.0889
Si -0.6655 10.354 9.6057
Si 4.047 1.7419 9.3249
Si 3.7118 5.9146 9.4385
Si 3.8112 10.9316 8.499
Si 7.703 1.8191 9.4686
Si 7.5489 4.8007 9.8172
Si 7.8247 10.2604 10.0907
Si -3.082 0.8614 14.2091
Si -0.9055 3.2465 11.8395
Si 8.059 -4.1389 14.229
Si 4.3872 3.7465 11.8971
Si 8.8346 3.5857 13.415
Si 8.3558 -1.6615 12.4547
Si 8.8816 1.6604 17.2042
Si 6.5826 -2.4097 16.3848
Si 4.9658 -0.2149 15.7527
Si 9.6017 5.6101 15.6071
Si 7.1283 5.1843 12.7284
Si 11.6995 0.8984 13.5796
Si 13.8378 7.824 11.1133
Si 1.5915 2.4448 15.8561
Si 1.3277 -2.3863 19.1296
Si 11.4027 -1.7747 12.5901
Si 12.5342 5.4591 15.9615
Si 13.2343 7.9548 14.1781
Si 16.9138 4.4829 16.5291
Si 11.777 1.8299 18.593
Si 14.7527 5.2006 18.134
Si 2.5257 9.648 16.5633
Si 4.4639 2.4546 14.655
Si 6.6781 11.6215 18.0888
Si 16.2415 -4.3415 17.4363
Si 7.8327 16.3994 18.0345
O -3.0621 -0.37 0.0041
O 1.2719 -1.9928 -3.4989
O -2.7529 4.7555 0.0535
O 0.4256 7.7069 -1.8334
O 0.7098 15.5964 -5.3585
O 4.8486 -5.5242 -4.8993
O 2.6739 -2.6084 -1.2212
O 3.6615 1.9405 -0.7176
O 2.5653 4.3964 -1.5177
O 5.808 8.158 -3.3605
O 8.3154 14.8491 -3.5126
O 7.5811 1.1035 -2.7653
O 10.1794 1.4182 -3.0652
O 6.6273 3.7529 -0.2662
O 7.0534 6.5048 -0.5615
O 7.0907 8.9749 0.3538
O 7.7738 -0.5863 13.6384
O 0.9637 1.4834 9.5598
O -2.7094 6.9011 8.0073
O 0.3577 2.2538 12.4605
O -0.2939 9.3759 10.9382
O 4.0819 0.1527 9.9135
O 4.5567 2.584 10.6653
O 9.2621 6.6986 14.4332
O 3.5797 4.776 10.8472
O 1.9482 9.3519 10.1015
O 5.5531 4.6244 12.6138
O 10.4084 -0.0356 10.3279
O 7.4845 3.1486 10.0936
O 6.4597 -1.9796 9.4472
O 11.0871 4.6746 11.467
O 7.7094 11.9641 10.1011
O 8.0899 8.5036 12.9999
O 1.0221 1.2072 14.8616
O 1.4201 -5.1924 14.5956
O 3.5806 7.4512 10.19
O 0.8292 4.5786 9.2319
O 7.4984 -3.3969 15.5156
O 6.9946 -5.2763 13.6842
O 9.6144 4.0985 14.8518
O 1.1053 6.8938 10.6139
O 7.2689 5.8327 11.1473
O 7.9666 2.096 13.5875
O 9.9118 -1.5259 12.9448
O 12.2255 -0.3839 12.6669
O 8.5423 5.8763 16.8162
O 5.4849 0.2896 17.0798
O 7.5461 -1.4302 17.3846
O 3.2067 2.5635 15.5844
O 4.9834 0.9304 14.6474
O 6.48 4.2336 17.5266
O 10.9899 5.7465 16.4194
O 11.8654 8.6668 13.7743
O 13.4421 5.6995 17.3353
O 10.0876 0.7484 13.9425
O 12.8637 1.7423 17.4451
O 8.6853 0.7896 15.8575
O 11.9899 0.6244 19.7416
O 3.282 -0.6388 15.9346
O 5.5318 3.4487 15.2991
O 3.1723 -0.6395 21.2877
O 5.5288 -1.7485 15.3839
O 14.2447 -2.9141 15.1635
O 14.0628 7.8295 12.7357
O 15.4022 2.7316 13.3098
O 6.2225 11.1433 19.643
O 15.1437 -3.1279 17.4417
O 11.9499 -8.3968 19.2992
O 15.6726 6.4916 18.825
O 15.6632 4.055 17.541

Results
free energy: -43983.847 eV
free energy less fixed offsets of O -463.61, Si -117.95 eV per atom: 27.953 eV
pressure: -2.85 GPa
stress xx, yy, zz, yz, xz, xy (GPa, positive in tension): -1.55, 5.43, 4.68, 0.13, 0.47, -0.76

Forces (eV/angstrom), in the order of the atoms: element, x, y, z
Si -0.8176 2.8755 2.8135
Si 0.0614 -0.2114 0.7309
Si -0.4714 1.4135 -0.5357
Si -0.7479 -3.1673 1.9605
Si -0.5958 2.5346 0.5342
Si -0.6597 1.8618 -1.0961
Si -0.2403 -2.646 3.4229
Si -0.849 2.6415 -0.2894
Si 0.785 -0.3729 -2.6376
Si 0.0681 -0.5519 -1.4816
Si -0.3815 -0.0531 -2.3513
Si 0.4865 0.9152 0.1769
Si 0.287 -1.4388 -0.2073
Si 0.3718 -1.055 0.16
Si -0.1541 0.8764 0.2519
Si -0.7277 -1.0766 -2.0247
Si 0.0371 0.0699 -0.8616
Si -0.6776 0.5847 1.0775
Si 0.7988 -1.5062 0.9899
Si 0.3267 -0.2627 -0.1804
Si 0.2838 -0.9872 1.4331
Si 1.309 0.0122 0.1684
Si -1.6677 0.7423 0.257
Si -0.587 0.089 -0.0946
Si -1.5119 1.6172 -0.6141
Si 3.6136 -0.4217 -3.0979
Si 0.8819 -0.446 -2.3551
Si 1.0318 -0.2098 1.6536
Si -0.4881 0.2891 -0.4372
Si 1.6793 -0.6396 0.7945
Si -1.1665 1.6053 -1.1029
Si 0.5111 -0.0519 -0.1109
Si 0.333 2.5482 -2.3558
Si -1.1642 0.6262 -0.8063
Si -2.3924 0.1461 1.032
Si -1.4042 -0.0604 1.7331
Si -0.3969 -0.0309 0.093
Si -1.549 -0.7839 -1.4309
Si -1.6 0.6321 -1.3492
Si 0.6777 -0.4909 1.5063
Si 0.5662 -0.1593 -0.5346
Si 1.979 -1.6928 0.352
Si 2.0385 -0.4025 -0.7831
Si 0.484 -0.8937 0.9087
Si -0.3813 0.5465 0.0341
Si 0.0681 1.2607 -0.7726
Si 0.5016 0.0658 2.2452
Si 0.1974 1.3705 2.7479
Si -2.1709 0.23 1.8741
Si -0.7532 -2.2798 0.0762
Si 0.1414 -0.3778 -1.2007
Si 1.1778 1.1099 -0.6606
Si -0.1117 1.3478 -0.3177
Si 0.5872 3.1012 -0.9819
Si 1.097 -2.4265 0.5959
Si -2.0013 -1.661 0.175
Si -2.1365 -2.0045 0.4518
Si -0.7304 0.1837 -0.9154
Si -0.5578 0.3245 1.945
Si -0.7244 1.8111 -1.1907
Si -1.0791 -0.2222 -1.4829
Si -2.07 -0.9492 -2.0789
Si -1.1454 -0.4494 -1.1863
Si 0.5028 -3.2604 1.3619
Si 2.874 -0.4134 1.9747
Si 1.9806 0.6369 1.3037
Si 0.9771 0.7497 1.1162
Si 1.6236 -0.8959 3.7964
Si 0.5655 0.7042 0.7025
Si 0.6799 -7.3037 -4.8721
Si 0.0618 1.8742 0.1695
Si -1.1773 1.694 -0.6593
Si 0.876 -1.0959 -2.5175
Si 1.1031 -0.6793 -0.8005
Si -2.2628 0.1911 -1.3158
Si -1.0194 -1.1258 -2.1673
Si -0.0468 -1.084 0.7056
Si 0.8034 0.3821 1.4399
Si 0.5584 2.2651 2.3534
Si 2.9131 -1.9806 2.8691
Si -6.0423 -3.2164 -3.3138
Si -0.1095 -0.9215 0.6109
Si -2.2469 0.3056 -2.1016
Si 0.0726 0.1304 0.0823
Si 0.7941 1.3421 -1.9259
Si 0.4096 -0.624 -0.7221
Si 0.5995 -1.4747 -1.6582
Si 1.6402 -3.2027 -1.369
Si -0.5592 -0.5277 1.61
Si 0.142 -1.6181 -1.718
Si -0.7948 0.0648 1.9002
Si -1.4592 -1.4369 1.9273
Si -0.4595 -0.3851 4.6315
Si 1.8502 1.4278 -2.7795
Si -1.3154 -0.2368 -1.4682
Si -0.8584 -3.2063 0.9226
Si 1.3792 -0.0276 1.0688
Si 1.5163 -1.5 -3.9806
O 1.6913 0.7508 0.5626
O -1.8447 0.3894 1.9653
O 2.292 -0.9403 1.8968
O -0.5903 -0.7074 1.2458
O 0.8795 -2.174 -0.1284
O -0.0833 -0.0382 1.4925
O 0.0224 -0.3758 1.1459
O -0.4179 0.3787 -1.0174
O 1.1848 0.0614 0.1105
O -1.1879 0.4074 -1.6517
O 1.5015 1.189 -0.568
O 0.2943 -0.5403 0.1252
O 0.3104 -0.2725 -0.6063
O -1.5428 -0.4595 0.0794
O 0.1713 -0.8995 1.3123
O -0.5188 2.2016 -0.6401
O 0.0264 0.8885 -0.1128
O -0.5527 1.9308 -0.6827
O 0.146 -2.5587 2.4851
O -1.5568 1.43 0.7721
O -1.0391 1.2898 2.4274
O -0.4056 -0.7257 -1.9569
O 0.4608 0.2891 1.336
O 2.1845 -0.9018 1.2711
O 0.1438 1.5709 -0.272
O 1.842 -1.1442 1.7073
O 0.9788 -1.1938 -0.3773
O 1.7871 1.1853 -0.5559
O -1.0026 6.6308 4.1591
O 1.7519 0.2315 2.2114
O 0.1252 0.3272 0.2746
O -0.8851 -0.5333 0.8598
O -1.1026 -0.1428 -0.2366
O -0.7288 1.5346 -0.3033
O 0.7516 1.6216 -0.3963
O 0.4618 -1.8409 -0.2607
O 1.015 2.4127 -1.4423
O 0.6052 0.2419 -0.3704
O 0.4086 0.4694 1.1131
O -1.263 0.7525 -0.888
O -2.9011 -2.274 -0.6603
O 0.7625 -2.4317 0.514
O 0.2786 1.9362 0.4024
O -0.6687 0.109 -0.3493
O -0.2794 -0.0981 1.5522
O -1.1872 -1.9646 1.396
O 2.821 1.0063 4.5947
O -2.2511 1.3746 -1.25
O -3.0558 -0.5043 1.8516
O 1.0278 -0.2564 -0.4676
O -1.2823 2.2569 -0.8556
O 0.8418 0.3096 -0.9536
O -1.4779 2.5004 -1.8471
O 0.4071 0.0472 -0.8326
O 2.968 0.6827 -0.9694
O 1.1306 1.0742 -1.6688
O -1.081 0.8017 1.9376
O 0.0472 0.787 -1.5604
O 1.8666 0.5635 1.311
O 0.6186 1.8311 0.1803
O 0.1713 0.8055 0.3147
O 0.1843 1.9646 0.3859
O -1.3444 -0.8317 -0.1466
O -0.2981 0.3485 -0.6236
O 1.1572 1.5404 -2.3734
O -0.0229 0.4119 -3.3143
O 2.3224 -2.0898 -0.3845
O -0.4117 -0.1374 0.8341
O -0.9946 -1.5431 -2.916
O 0.4913 0.0528 -2.0311
